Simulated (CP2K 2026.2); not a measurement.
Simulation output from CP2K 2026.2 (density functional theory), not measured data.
Periodic cell of 505 atoms, Si360O143H2, from a study of silicon, its oxide and their interface. The atomic structure is a simulated model.
Doubt: the forces sum to 1.78 eV/angstrom along one axis rather than to zero, so they err by at least 0.0035 eV/angstrom per atom on average; the grid cutoff is modest.

Settings: functional PBE; method Gaussian and plane waves; basis set DZVP-MOLOPT-SR-GTH; pseudopotentials GTH-PBE; grid cutoff 350 Ry, relative cutoff 50 Ry; k points Gamma only; occupations fixed; spin none; net charge 0.

Cell vectors (angstrom)
a 16.32 0 0
b 0 16.32 0
c 8.2371 6.0015 34.881

Atoms and the computed forces on them: element, x, y, z (angstrom), force x, y, z (eV/angstrom)
Si 1.126 15.304 0.027 -0.089 -0.084 0.128
Si 3.771 1.558 0.02 0.145 0.165 0.107
Si 9.828 9.795 34.853 0.015 0.079 0.025
Si 4.007 6.821 0.003 0.047 -0.098 -0.007
Si 9.998 15.068 34.714 -0.219 0.138 -0.282
Si 4.399 11.964 0.089 0.112 -0.111 0.062
Si 15.352 20.867 34.877 -0.027 -0.035 0.024
Si 9.381 1.564 0.058 -0.033 -0.047 -0.11
Si 7.224 3.781 0.22 -0.125 -0.198 -0.234
Si 9.793 6.488 0.172 0.079 -0.091 -0.289
Si 6.508 9.688 0.104 0.02 0.089 -0.009
Si 9.244 12.614 0.025 0.031 -0.094 -0.07
Si 12.428 14.775 0.035 0.02 0.04 -0.15
Si 23.462 7.176 34.781 -0.07 -0.037 0.067
Si 11.936 4.334 0.292 -0.007 0.053 -0.194
Si 14.661 7.006 0.161 -0.127 0.105 -0.276
Si 12.546 9.238 0.235 0.079 -0.106 -0.311
Si 14.639 12.514 0.029 0.045 -0.05 -0.213
Si 2.659 16.388 1.453 -0.047 -0.032 -0.215
Si 5.468 2.653 1.363 -0.049 -0.007 -0.268
Si 2.747 5.354 1.367 -0.018 0.01 -0.303
Si 5.447 8.062 1.432 0.022 0.101 -0.167
Si 2.724 10.785 1.267 0.11 -0.097 -0.182
Si 5.515 13.637 1.339 0.089 -0.054 -0.23
Si 8.252 16.313 1.454 -0.008 0.088 -0.303
Si 10.827 2.723 1.557 -0.021 0.033 -0.332
Si 8.292 5.345 1.578 0.029 0.033 -0.161
Si 10.923 8.101 1.498 -0.043 -0.002 -0.273
Si 8.142 10.92 1.346 0.001 0.037 -0.32
Si 10.858 13.658 1.416 0.026 -0.097 -0.199
Si 13.655 16.339 1.33 0.008 0.016 -0.269
Si 16.338 2.688 1.357 0.023 0.016 -0.219
Si 13.55 5.484 1.55 -0.04 -0.037 -0.25
Si 16.393 8.132 1.318 0.053 0.034 -0.224
Si 13.691 10.869 1.45 -0.073 0.078 -0.079
Si 16.292 13.644 1.325 -0.021 0.099 -0.298
Si 1.335 1.387 2.839 -0.031 0.087 0.154
Si 4.145 4.054 2.767 0.028 -0.016 -0.034
Si 1.357 6.729 2.731 0.064 -0.047 0.065
Si 4.055 9.46 2.763 -0.078 -0.115 0.053
Si 1.373 12.216 2.636 0.013 0.011 -0.065
Si 4.086 14.957 2.699 0.005 -0.017 0.02
Si 6.789 1.29 2.787 -0.023 0.023 0.012
Si 9.549 4.024 3 -0.039 -0.046 0.192
Si 6.859 6.762 2.795 -0.05 0.042 0.041
Si 9.519 9.537 2.737 -0.037 0.052 -0.042
Si 6.828 12.272 2.786 0.011 0.017 0.048
Si 9.591 15 2.849 0.067 0.005 0.125
Si 12.296 1.354 2.765 0.058 -0.094 -0.013
Si 14.977 4.056 2.754 0.05 -0.01 0.019
Si 12.245 6.806 2.944 -0.039 0.032 0.186
Si 15.107 9.545 2.773 0.036 -0.043 0.038
Si 12.224 12.21 2.754 -0.037 0.023 0.039
Si 14.97 14.97 2.78 -0.041 0.023 -0.021
Si 16.324 16.308 4.193 -0.002 -0.009 -0.066
Si 2.757 2.73 4.17 -0.049 -0.038 -0.066
Si 16.333 5.404 4.149 0.031 0.013 -0.017
Si 2.707 8.095 4.148 0.038 0.133 -0.114
Si 16.41 10.914 4.147 -0.059 -0.102 0.021
Si 2.735 13.562 4.053 0.003 0.04 0.025
Si 5.427 16.265 4.153 0.052 0.05 -0.011
Si 8.12 2.644 4.236 0.026 0.089 -0.045
Si 5.479 5.419 4.166 -0.031 -0.02 -0.007
Si 8.183 8.171 4.142 0.025 -0.036 0.03
Si 5.438 10.863 4.125 0.007 0.049 -0.1
Si 8.205 13.611 4.179 -0.06 -0.084 -0.064
Si 10.961 16.337 4.199 -0.068 -0.017 -0.012
Si 13.639 2.705 4.156 -0.002 -0.003 -0.021
Si 10.91 5.423 4.304 0.062 -0.003 -0.025
Si 13.689 8.203 4.176 -0.054 -0.066 -0.041
Si 10.882 10.863 4.148 0.047 0.032 0.022
Si 13.597 13.582 4.14 0.028 0.051 -0.102
Si 17.728 14.967 16.56 -0.023 0.006 0.04
Si 4.125 17.675 16.576 -0.001 0.001 0.054
Si 17.75 4.069 16.526 -0.004 -0.035 0.024
Si 4.102 6.75 16.544 -0.006 -0.001 0.048
Si 17.678 9.46 16.473 0.058 0.053 -0.019
Si 4.126 12.247 16.528 -0.021 -0.021 0.019
Si 6.836 14.953 16.553 0.01 0.025 0.044
Si 9.534 17.677 16.557 -0.014 -0.026 0.043
Si 6.8 4.041 16.585 0.045 0.002 0.069
Si 9.52 6.775 16.529 0.005 0.022 0.039
Si 6.8 9.49 16.542 -0.016 0.015 0.021
Si 9.538 12.236 16.524 0.005 -0.001 0.034
Si 12.25 14.963 16.487 -0.022 0.009 0.033
Si 15.005 17.674 16.528 -0.021 0.001 0.008
Si 12.242 4.042 16.537 0.049 0.016 0.019
Si 15.008 6.813 16.492 -0.055 -0.008 0
Si 12.266 9.523 16.507 -0.024 0.004 0.019
Si 14.989 12.23 16.48 0.034 -0.038 0.012
Si 19.132 16.289 17.967 -0.034 0.044 -0.019
Si 5.426 19.04 18.016 -0.001 -0.054 0.134
Si 19.062 5.423 17.966 0.039 -0.045 0.031
Si 5.475 8.078 17.921 0.009 0.088 0.082
Si 19.033 10.841 17.78 -0.104 -0.06 0.014
Si 5.486 13.601 17.942 -0.004 -0.005 -0.02
Si 8.189 16.311 17.945 -0.022 -0.009 0.139
Si 10.877 19.026 17.962 0.014 -0.022 -0.029
Si 8.178 5.409 17.937 -0.056 0.002 -0.07
Si 10.875 8.176 17.858 0.038 -0.049 0.069
Si 8.133 10.905 17.887 0.038 -0.094 0.03
Si 10.926 13.594 17.876 -0.004 0.065 0.075
Si 13.582 16.337 17.861 0.072 -0.029 -0.008
Si 16.432 18.997 17.88 0.024 0.091 0.025
Si 13.637 5.448 17.814 -0.02 0.044 0.046
Si 16.363 8.128 17.923 -0.023 0.019 0.068
Si 13.669 10.86 17.867 -0.035 0.079 0.02
Si 16.303 13.608 17.868 0.018 -0.05 0.052
Si 17.785 17.662 19.33 0.006 0.064 -0.016
Si 20.374 4.101 19.445 0.01 -0.064 0.019
Si 17.688 6.76 19.355 0.007 -0.003 -0.062
Si 20.341 9.471 19.155 -0.119 -0.053 -0.193
Si 17.682 12.187 19.152 -0.004 -0.072 -0.148
Si 20.477 14.917 19.376 0.046 0.133 0.048
Si 6.815 17.649 19.37 -0.004 -0.093 -0.053
Si 9.54 4.101 19.34 -0.007 -0.046 -0.016
Si 6.817 6.703 19.363 -0.062 0.042 0.023
Si 9.476 9.526 19.221 -0.053 0.052 -0.094
Si 6.811 12.243 19.338 0.097 0.031 0.041
Si 9.571 14.919 19.304 0.056 0.077 0.016
Si 12.258 17.652 19.306 -0.099 -0.11 0.058
Si 15.063 4.116 19.129 0.074 -0.013 -0.211
Si 12.278 6.815 19.186 0.014 0.039 -0.134
Si 15.015 9.518 19.279 0.013 0.024 -0.048
Si 12.342 12.261 19.215 0.123 -0.009 -0.086
Si 14.915 14.984 19.231 -0.082 -0.021 -0.071
Si 16.335 16.28 20.555 0.001 0.041 0.262
Si 19.043 19.02 20.871 0 0.009 0.12
Si 16.307 5.371 20.69 -0.066 0.024 0.103
Si 19.037 8.186 20.652 0.075 0.147 0.27
Si 16.348 10.928 20.627 0.051 -0.023 0.302
Si 19.039 13.464 20.542 -0.046 -0.01 0.242
Si 5.534 16.229 20.856 0.088 0.048 0.084
Si 8.161 19.077 20.715 -0.069 -0.06 0.143
Si 5.423 5.44 20.883 0.03 0.004 0.359
Si 8.172 8.143 20.653 0.258 -0.051 0.161
Si 5.312 10.831 20.501 -0.01 0.093 0.294
Si 8.251 13.559 20.749 0.068 -0.045 0.304
Si 10.93 16.256 20.756 -0.012 -0.016 0.219
Si 13.724 19.1 20.433 -0.053 0.025 0.261
Si 10.965 5.49 20.614 0.084 0.055 0.201
Si 13.641 8.142 20.588 -0.035 -0.032 0.336
Si 10.922 10.907 20.45 -0.023 -0.064 0.261
Si 13.604 13.648 20.689 -0.074 -0.064 0.203
Si 17.478 14.643 21.8 -0.018 -0.015 0.068
Si 20.705 17.844 22.157 0.002 0.102 0.077
Si 17.271 20.088 22.15 0.118 -0.113 0.304
Si 20.562 7.167 22.145 -0.094 -0.211 0.012
Si 17.891 9.768 21.991 -0.039 0.029 0.123
Si 20.119 11.919 21.983 0.086 -0.004 0.072
Si 7.284 15.176 22.203 -0.117 -0.15 0.127
Si 9.364 17.535 21.995 0.115 -0.01 0.04
Si 6.608 20.099 22.214 0.005 0.156 0.077
Si 9.916 7.12 21.964 -0.076 0.083 0.152
Si 6.459 9.282 21.782 0.02 0.034 0.149
Si 9.851 12.292 22.009 0.094 -0.067 -0.219
Si 11.996 14.615 22.209 -0.043 -0.011 -0.028
Si 15.141 17.863 21.813 -0.033 -0.104 0.1
Si 12.643 4.34 21.804 -0.099 0.044 0.095
Si 14.737 6.563 21.984 -0.112 0.022 0.183
Si 12.063 9.399 21.802 0.033 -0.016 0.194
Si 15.249 12.555 21.97 0.025 0.086 0.223
Si 13.819 19.513 28.135 0.001 0.125 -0.005
Si 9.322 14.298 31.854 -0.117 0.11 -0.483
Si 20.38 13.114 29.926 0.026 -0.114 -0.076
Si 10.764 19.351 32.89 0.009 0.074 -0.21
Si 10.198 5.52 28.962 0.037 0.022 -0.03
Si 10.322 8.107 27.395 0.017 0.165 0.245
Si 13.977 8.795 30.929 0.165 0.167 -0.497
Si 16.279 5.175 27.748 -0.075 0.094 0.28
Si 6.808 5.029 24.99 -0.107 -0.069 0.518
Si 7.257 14.129 25.293 0.159 0.072 0.542
Si 22.376 10.938 30.809 -0.323 0.305 -0.35
Si 19.354 15.894 24.129 -0.207 0.06 0.179
Si 15.786 8.127 27.16 -0.172 0.034 0.349
Si 13.675 14.377 28.409 -0.103 -0.052 0.005
Si 10.656 15.063 29.195 0.091 -0.119 -0.162
Si 11.241 18.852 24.077 -0.071 0.267 0.138
Si 9.539 17.818 28.348 -0.089 -0.067 -0.11
Si 13.738 6.145 32.653 0.057 0.139 -0.303
Si 18.32 6.278 29.812 -0.127 0.153 -0.307
Si 18.858 16.636 33.037 0.246 0.09 -0.231
Si 9.564 13.083 27.041 0.019 -0.119 0.447
Si 11.121 19.864 26.851 0.092 0.025 0.396
Si 16.628 14.365 32.969 -0.058 -0.171 -0.24
Si 22.18 20.504 27.734 -0.074 -0.066 0.162
Si 14.913 16.784 26.951 0.106 0.087 0.253
Si 8.462 10.386 24.269 -0.501 0.373 0.485
Si 12.574 11.998 26.827 -0.086 0.057 0.554
Si 13.75 10.814 24.079 -0.209 0.068 0.063
Si 8.844 7.303 24.706 0.12 0.202 0.425
Si 13.897 11.187 32.724 -0.079 -0.053 -0.261
Si 17.885 20.507 25.19 -0.084 -0.184 0.527
Si 17.886 11.621 29.451 0.126 -0.03 0.037
Si 20.536 16.222 30.584 0.289 -0.205 -0.344
Si 6.929 16.429 27.501 -0.073 0.189 0.318
Si 15.434 13.027 30.587 0.044 -0.148 -0.642
Si 8.05 18.249 32.231 -0.181 0.085 -0.568
Si 13.023 9.254 28.044 -0.059 -0.01 0.168
Si 21.52 8.594 32.791 0.002 0.212 -0.206
Si 23.402 15.844 30.632 -0.263 -0.046 -0.334
Si 19.433 6.265 32.617 -0.114 -0.044 -0.177
Si 13.336 16.592 24.203 0.281 -0.024 0.195
Si 20.835 13.233 24.806 -0.135 -0.27 0.47
Si 8.607 10.444 27.125 -0.105 0.017 0.536
Si 20.191 6.153 24.958 0.088 0.13 0.475
Si 20.702 7.003 27.778 0.029 0.069 0.165
Si 16.887 8.932 29.785 0.141 0.022 -0.051
Si 12.37 20.503 30.616 0.042 0.149 -0.59
Si 8.105 20.083 29.957 -0.104 0.072 -0.296
Si 17.953 17.517 26.289 -0.061 0.144 0.417
Si 15.949 8.508 24.16 0.098 -0.011 0.136
Si 19.9 11.839 27.282 0.004 -0.08 0.312
Si 20.614 17.917 27.943 0.101 0.01 0.047
Si 22.058 9.784 27.883 -0.09 0.044 0.019
Si 8.304 11.607 32.754 -0.048 0.065 -0.226
Si 1.399 14.916 5.496 -0.052 0.026 -0.056
Si 4.094 1.333 5.533 -0.002 0.008 -0.046
Si 1.387 4.075 5.544 0.025 0.018 -0.036
Si 4.099 6.775 5.531 -0.011 -0.005 -0.044
Si 1.396 9.505 5.527 0.02 -0.012 -0.048
Si 4.08 12.232 5.493 0.026 -0.055 -0.062
Si 6.812 14.94 5.543 -0.001 -0.019 -0.032
Si 9.548 1.33 5.572 0.015 -0.011 -0.006
Si 6.799 4.058 5.576 -0.013 -0.043 -0.021
Si 9.52 6.821 5.573 0.01 -0.005 0.011
Si 6.807 9.515 5.517 -0.005 0.012 -0.046
Si 9.545 12.227 5.543 -0.001 0.007 -0.027
Si 12.28 14.94 5.56 0.007 0.004 -0.035
Si 14.975 1.351 5.56 0.015 -0.033 -0.034
Si 12.299 4.042 5.587 -0.012 0.054 0.014
Si 15.002 6.789 5.541 -0.007 0.004 -0.053
Si 12.277 9.531 5.532 0.009 0.03 -0.028
Si 14.992 12.238 5.511 -0.009 0.01 -0.05
Si 2.735 16.284 6.894 0.027 -0.007 -0.001
Si 5.442 2.688 6.928 0.004 0.035 0.008
Si 2.744 5.429 6.92 -0.012 -0.003 0.003
Si 5.457 8.148 6.898 -0.004 0.009 -0.006
Si 2.751 10.868 6.894 0.008 -0.017 0.027
Si 5.445 13.573 6.893 0.017 0.012 0.008
Si 8.179 16.288 6.927 0.024 0.009 -0.002
Si 10.909 2.697 6.941 -0.014 0.016 -0.009
Si 8.17 5.433 6.928 -0.004 0.024 -0.003
Si 10.913 8.17 6.919 0.011 -0.037 -0.013
Si 8.171 10.867 6.902 0.004 0.005 -0.001
Si 10.906 13.582 6.92 0.003 -0.008 0.005
Si 13.63 16.304 6.933 -0.003 0.007 0.014
Si 16.35 2.709 6.916 -0.003 -0.009 0.009
Si 13.647 5.432 6.931 0 -0.033 0.002
Si 16.356 8.154 6.911 -0.025 0.011 0.01
Si 13.637 10.885 6.906 -0.038 -0.006 -0.003
Si 16.352 13.586 6.895 0.001 0.001 -0.001
Si 17.706 17.653 8.277 -0.016 -0.003 -0.004
Si 4.093 4.06 8.294 -0.017 -0.027 0.008
Si 17.709 6.794 8.291 0.027 0.022 0
Si 4.106 9.511 8.278 0.013 0.017 0.001
Si 17.707 12.222 8.273 -0.02 -0.015 -0.003
Si 4.099 14.937 8.276 0.001 0.007 -0.006
Si 6.82 17.658 8.292 0.021 0.022 0
Si 9.543 4.072 8.292 0.033 0.012 0.003
Si 6.81 6.794 8.29 0.004 -0.033 0.004
Si 9.538 9.518 8.286 0.012 0.011 -0.005
Si 6.81 12.223 8.277 -0.003 -0.02 -0.002
Si 9.542 14.934 8.297 -0.027 -0.018 0.007
Si 12.267 17.657 8.308 -0.026 -0.021 0.004
Si 14.999 4.067 8.301 0.009 0.032 0.005
Si 12.268 6.793 8.287 -0.015 -0.002 0.004
Si 14.988 9.513 8.28 -0.022 -0.032 -0.001
Si 12.272 12.23 8.291 0.028 0.02 0.001
Si 15.001 14.944 8.287 -0.002 0.023 -0.001
Si 16.352 16.305 9.665 -0.003 -0.005 0.004
Si 2.739 2.692 9.659 0.007 0.015 -0.001
Si 16.356 5.429 9.668 -0.014 -0.019 0.005
Si 2.752 8.152 9.66 -0.018 -0.007 -0.004
Si 16.349 10.868 9.656 0.003 -0.001 -0.007
Si 2.744 13.58 9.656 0 0.008 0.002
Si 5.458 16.295 9.656 0.002 -0.01 0.003
Si 8.182 2.706 9.659 -0.002 0.005 0.001
Si 5.459 5.423 9.66 0.001 0.017 0.003
Si 8.18 8.15 9.659 0.009 -0.005 0.006
Si 5.463 10.864 9.662 0.011 -0.005 0.004
Si 8.171 13.578 9.659 0.018 0.006 0
Si 10.9 16.299 9.671 0.013 0.021 0.005
Si 13.629 2.707 9.671 -0.005 0 0.004
Si 10.905 5.432 9.663 -0.003 -0.001 0.011
Si 13.627 8.152 9.658 0 0.007 -0.004
Si 10.902 10.873 9.659 -0.012 -0.01 0.002
Si 13.633 13.592 9.661 -0.009 -0.007 -0.007
Si 17.714 14.945 11.037 -0.001 -0.002 -0.001
Si 4.107 17.66 11.032 -0.006 0 0.001
Si 17.709 4.056 11.036 -0.003 0.002 0.001
Si 4.106 6.784 11.033 0.001 -0.004 0.002
Si 17.71 9.51 11.032 -0.008 0.007 -0.001
Si 4.106 12.227 11.038 -0.004 -0.013 -0.006
Si 6.818 14.942 11.036 0 0.007 0.002
Si 9.54 17.667 11.037 0.009 -0.007 0.007
Si 6.823 4.064 11.032 0.011 -0.002 0.005
Si 9.538 6.787 11.036 0.009 -0.001 0.003
Si 6.822 9.504 11.039 0.01 0.005 -0.003
Si 9.537 12.227 11.035 -0.003 -0.005 -0.002
Si 12.269 14.947 11.039 0.002 -0.003 0
Si 14.992 17.667 11.042 -0.007 0.002 -0.002
Si 12.263 4.069 11.04 -0.006 0.008 0
Si 14.985 6.786 11.033 0.001 0.003 -0.002
Si 12.257 9.505 11.03 0.001 0 -0.003
Si 14.992 12.231 11.031 -0.01 0 -0.004
Si 19.073 16.307 12.414 0.012 -0.005 0
Si 5.472 2.696 12.404 -0.005 0.021 -0.003
Si 19.079 5.41 12.402 -0.022 0.007 -0.003
Si 5.464 8.139 12.414 0.001 -0.008 0.005
Si 19.07 10.865 12.412 -0.006 0.004 -0.009
Si 5.462 13.588 12.42 0.002 -0.003 0.005
Si 8.174 16.31 12.406 0.006 -0.004 0
Si 10.896 2.71 12.413 0.007 -0.004 0.001
Si 8.177 5.424 12.412 0.004 -0.01 0.002
Si 10.9 8.144 12.412 -0.007 0.012 0.003
Si 8.182 10.866 12.412 0.01 0.004 -0.001
Si 10.894 13.595 12.404 0.018 -0.007 -0.002
Si 13.629 16.309 12.414 -0.012 0.008 -0.003
Si 16.351 2.705 12.419 0.001 0.002 0.005
Si 13.626 5.428 12.414 0.004 0.001 -0.002
Si 16.351 8.142 12.4 -0.005 0.002 -0.005
Si 13.616 10.874 12.391 0.008 -0.021 -0.019
Si 16.354 13.587 12.41 -0.017 0.004 -0.001
Si 17.721 17.669 13.792 -0.034 0.014 0.002
Si 4.119 4.052 13.781 0.025 -0.029 -0.006
Si 17.716 6.77 13.762 0.012 -0.019 -0.004
Si 4.103 9.498 13.786 -0.008 0.024 -0.009
Si 17.719 12.232 13.785 0.016 -0.032 -0.001
Si 4.115 14.961 13.799 -0.031 0.004 0.003
Si 6.824 17.665 13.793 0.008 -0.014 0.006
Si 9.524 4.059 13.793 0.02 0.023 0.003
Si 6.814 6.773 13.795 -0.001 0.029 0.004
Si 9.537 9.502 13.786 0.012 -0.016 -0.005
Si 6.825 12.225 13.791 0.013 -0.019 -0.01
Si 9.534 14.957 13.778 -0.009 0.014 -0.008
Si 12.264 17.672 13.783 0.009 -0.007 -0.009
Si 14.991 4.07 13.79 -0.026 0.008 -0.003
Si 12.256 6.779 13.788 0.017 -0.004 0.003
Si 14.978 9.51 13.749 -0.027 0.035 -0.011
Si 12.256 12.232 13.765 -0.019 0.018 -0.008
Si 14.998 14.952 13.782 0.016 -0.026 -0.002
Si 16.364 16.308 15.163 0.001 0.009 0.004
Si 19.097 2.697 15.167 -0.005 0.03 -0.025
Si 16.371 5.423 15.153 -0.001 0.012 0.004
Si 19.074 8.109 15.145 -0.022 0.017 -0.006
Si 16.341 10.856 15.12 -0.034 -0.01 -0.012
Si 19.072 13.602 15.167 0.009 -0.002 0.012
Si 5.474 16.317 15.186 0.016 0.01 -0.019
Si 8.165 2.705 15.185 -0.011 -0.024 -0.009
Si 5.467 5.397 15.177 -0.028 0.007 -0.007
Si 8.17 8.144 15.16 0.022 0.014 -0.003
Si 5.461 10.861 15.158 -0.005 -0.024 -0.002
Si 8.181 13.598 15.159 0.017 0.003 -0.007
Si 10.882 16.329 15.149 0.027 -0.007 -0.01
Si 13.628 2.707 15.159 -0.001 0.006 0.018
Si 10.889 5.414 15.163 -0.024 -0.016 -0.005
Si 13.626 8.161 15.132 0.024 0.008 0.008
Si 10.897 10.878 15.143 0.019 -0.01 0.014
Si 13.616 13.594 15.13 -0.002 -0.016 -0.01
O 8.317 8.746 24.112 0.11 -0.229 -0.077
O 12.208 15.001 28.734 0.13 -0.117 0.075
O 18.429 15.309 22.946 -0.092 0.269 -0.183
O 9.914 18.214 23.399 0.106 0.099 -0.076
O 20.856 12.545 23.33 0.157 -0.153 -0.286
O 12.7 20.187 27.146 -0.102 0.117 -0.278
O 10.938 8.685 34.272 0.15 0.042 0.395
O 14.949 10.678 33.834 0.259 -0.159 0.118
O 12.056 19.717 22.992 0.043 -0.196 0.16
O 19.15 11.421 34.404 0.178 0.143 0.598
O 20.133 16.096 33.876 0.1 0.212 -0.05
O 21.671 5.615 24.616 -0.039 -0.177 -0.119
O 18.317 18.067 33.582 -0.148 0.118 0.163
O 9.55 18.282 32.847 0.085 -0.078 0.361
O 12.564 10.254 23.119 0.09 0.159 -0.328
O 17.39 7.507 30.359 -0.259 -0.01 0.211
O 12.048 18.702 33.627 -0.158 0.144 0.003
O 18.253 6.934 33.538 -0.054 0.17 0.155
O 15.228 14.838 33.652 0.02 -0.132 0.171
O 17.521 4.481 23.634 -0.109 0.202 -0.47
O 14.236 17.161 22.983 0.068 -0.125 -0.092
O 9.111 10.393 33.48 -0.07 -0.08 0.276
O 14.554 12.035 23.374 -0.073 -0.029 -0.082
O 10.241 20.699 33.647 0.117 -0.085 0.137
O 9.874 7.579 25.935 -0.185 0.119 -0.502
O 7.322 4.255 23.653 0.015 -0.301 -0.424
O 19.343 4.853 25.44 0.154 0.094 -0.128
O 17.925 10.134 30.137 -0.158 -0.145 -0.125
O 9.467 6.492 23.434 -0.145 -0.123 -0.385
O 9.702 14.306 28.105 -0.2 -0.03 -0.103
O 20.096 21.373 33.476 -0.018 -0.08 0.345
O 7.084 9.867 26.964 0.032 -0.005 -0.247
O 20.781 10.471 27.139 -0.122 -0.236 -0.235
O 5.415 8.256 22.615 0.147 -0.212 -0.46
O 13.318 21.225 31.699 0.158 -0.021 0.283
O 8.269 6.063 34.233 -0.177 -0.15 0.453
O 23.374 17.89 33.453 -0.176 0.135 0.283
O 7.131 14.509 23.722 -0.043 0.206 -0.51
O 13.701 16.833 34.356 0.031 0.025 0.444
O 11.265 14.052 34.367 -0.231 0.157 0.406
O 17.22 9.129 23.36 0.194 -0.175 -0.322
O 20.679 12.821 28.342 0.121 -0.025 -0.128
O 12.625 15.216 23.645 0.098 -0.276 -0.089
O 22.307 13.112 25.533 -0.013 -0.024 -0.257
O 5.511 18.946 22.712 0.025 0.06 -0.69
O 10.491 14.488 30.715 -0.091 -0.197 0.343
O 11.061 12.574 26.667 -0.036 0.029 -0.459
O 20.185 7.197 26.233 -0.03 -0.002 -0.361
O 21.645 5.696 27.901 0.043 0.005 0.014
O 21.727 19.604 34.409 -0.049 -0.038 0.202
O 15.38 7.207 23.364 -0.01 -0.109 -0.279
O 11.002 8.291 22.442 -0.22 -0.23 -0.363
O 13.086 11.354 25.448 -0.074 -0.249 -0.573
O 12.195 17.663 24.654 -0.086 0.054 -0.146
O 10.737 18.373 27.401 -0.002 0.108 -0.203
O 10.815 19.882 25.266 -0.103 0.188 -0.313
O 10.178 20.983 27.568 -0.161 -0.145 -0.224
O 7.706 6.337 25.348 -0.179 -0.167 0.076
O 16.504 8.679 34.385 -0.086 0.033 0.635
O 20.534 7.414 32.259 0.091 0.086 -0.098
O 7.683 19.677 31.483 0.174 0.108 0.42
O 19.474 6.885 28.832 -0.09 0.215 -0.073
O 12.657 10.848 28.002 -0.122 0.184 0.227
O 22.888 7.903 33.389 0.077 -0.142 0.243
O 16.376 14.079 31.386 0.159 0.208 0.567
O 11.214 19.658 31.362 -0.181 -0.056 0.082
O 18.912 12.526 30.328 -0.182 0.046 0.29
O 21.845 17.192 27.149 0.097 -0.191 -0.293
O 18.916 5.625 31.184 0.216 -0.185 0.269
O 16.392 13.631 22.571 -0.132 0.12 -0.62
O 21.732 9.653 31.569 -0.052 -0.186 0.37
O 8.918 5.175 29.917 0.03 -0.123 0.114
O 8.265 16.449 22.576 -0.045 -0.008 -0.273
O 16.374 19.695 34.246 0.131 -0.085 0.482
O 14.321 16.373 25.489 -0.082 -0.133 -0.362
O 8.72 13.495 25.695 -0.235 0.177 -0.56
O 13.052 8.703 29.583 -0.069 -0.066 0.189
O 8.227 17.421 27.459 0.033 -0.06 -0.121
O 23.45 12.166 33.738 -0.133 0.182 0.289
O 10.155 16.595 29.2 -0.195 0.061 0.388
O 14.913 21.865 33.616 0.021 -0.258 0.153
O 20.878 19.518 27.811 -0.125 0.059 -0.036
O 14.086 18.002 27.633 -0.101 0.008 -0.33
O 21.796 14.105 34.398 0.275 -0.131 0.691
O 7.859 14.506 31.122 0.073 -0.053 0.049
O 14.78 9.604 24.337 -0.107 0.072 -0.005
O 10.917 13.405 22.696 -0.037 0.3 -0.446
O 12.757 12.081 33.477 -0.099 -0.105 0.421
O 9.141 18.974 29.394 0.227 0.257 0.091
O 18.342 16.276 25.337 -0.045 -0.376 -0.159
O 7.977 17.113 31.07 0.241 0.178 0.223
O 21.959 16.034 31.36 -0.088 -0.07 0.224
O 15.502 6.61 27.698 -0.16 0.122 -0.058
O 16.211 18.871 22.59 0.174 -0.112 -0.275
O 23.112 20.138 29.009 -0.097 -0.24 0.062
O 14.723 12.047 31.641 -0.215 0.071 0.347
O 17.425 5.217 28.93 0.252 0.035 -0.144
O 6.866 15.766 29.004 -0.145 0.061 -0.037
O 19.327 16.773 31.493 -0.201 0.231 0.37
O 10.054 7.069 28.596 0.034 -0.12 -0.059
O 9.307 10.572 25.663 0.05 -0.149 -0.161
O 9.518 9.407 27.969 -0.134 -0.019 -0.075
O 17.233 13.048 33.716 -0.097 -0.096 0.226
O 7.56 11.148 31.375 0.422 0.141 0.222
O 18.402 11.554 27.891 0.02 -0.011 -0.116
O 13.626 5.454 22.572 0.067 -0.039 -0.598
O 13.548 13.229 27.263 0.109 -0.051 -0.16
O 19.008 10.848 22.608 0.173 0.098 -0.469
O 16.487 17.205 26.921 -0.019 0.08 -0.116
O 11.63 5.319 29.707 0.015 -0.133 0.182
O 14.416 8.99 27.257 0.15 0.137 -0.19
O 20.855 9.433 33.998 0.163 -0.239 0.022
O 21.645 8.254 28.199 -0.111 -0.129 -0.097
O 20.133 17.217 23.584 -0.155 0.18 -0.198
O 17.659 15.579 33.164 -0.038 -0.081 0.279
O 12.533 6.694 33.598 -0.236 0.24 -0.036
O 13.245 19.504 29.665 -0.14 -0.071 0.262
O 17.921 18.907 25.456 -0.138 0.092 -0.47
O 13.289 9.888 31.927 -0.072 0.196 0.189
O 16.406 8.084 25.668 0.354 -0.173 -0.363
O 16.374 12.22 29.507 -0.097 0.048 -0.045
O 19.761 12.509 25.813 0.144 0.227 -0.319
O 14.248 13.771 29.789 0.15 0.132 0.319
O 21.489 12.343 30.868 0.108 0.063 -0.035
O 16.864 4.861 26.269 0.047 0 -0.453
O 15.205 20.347 28.126 0.13 -0.049 -0.076
O 20.241 14.722 30.022 0.085 0.063 0.152
O 6.693 20.383 26.324 0.234 0.072 -0.342
O 14.193 7.365 31.666 0.014 -0.175 0.149
O 14.74 15.492 27.917 0.229 0.142 0.109
O 9.287 11.189 23.109 -0.034 0.325 -0.476
O 20.434 14.8 24.648 0.145 0.036 -0.281
O 19.698 6.813 23.548 -0.085 0.063 -0.383
O 11.904 8.41 27.238 -0.034 0.011 -0.333
O 15.45 9.306 30.433 -0.321 0.249 0.268
O 9.426 15.315 33.143 0.214 0.08 0.498
O 19.103 17.605 27.444 -0.141 0.042 -0.037
O 20.696 17.383 29.465 0.188 0.112 0.281
O 8.698 11.918 27.824 -0.013 0.077 -0.031
O 22.465 10.55 29.241 -0.039 0.203 0.01
O 16.86 8.843 28.153 -0.064 -0.03 0.04
O 9.389 12.766 32.394 0.155 -0.136 0.064
O 7.09 15.368 26.314 -0.187 -0.066 -0.208
H 6.923 10.227 22.802 0.145 0.11 0.047
H 7.166 11.045 24.517 0.194 -0.183 -0.153

Results
total energy: -101252.247 eV
total energy less fixed offsets of H -15.91, O -438.35, Si -107.03 eV per atom: -5.577 eV
